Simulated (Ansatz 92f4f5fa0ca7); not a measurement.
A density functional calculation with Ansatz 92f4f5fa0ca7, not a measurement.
Periodic cell of 219 atoms, Si133O78N8, from a study of silicon, its oxide and their interface. The atomic structure is a simulated model.
Doubt: the cutoff is far below the 930 eV that the study's wrapper takes by default for these files, so forces and energies are approximate.
This geometry differs little from another in the collection (a relaxation step or a small displacement).

Settings: functional PBE; potential files Ansatz PAW; basis plane waves; wave-function cutoff 580 eV; density cutoff ratio 5; exchange-correlation grid ratio 1; k mesh 1 x 1 x 1, Gamma-centred; self-consistency stop 5e-08 eV per atom in the density residual; occupations fixed; spin none; net charge 0.

Cell vectors (angstrom)
a	10.938	0	0
b	0	10.938	0
c	0	0	31.2428

Atoms: element, x, y, z (angstrom)
Si	-0.3144	0.0954	23.4718
Si	5.5261	-0.2071	23.7908
Si	2.5557	2.9995	23.91
Si	8.5169	2.5113	23.7349
Si	0.2551	5.1378	23.9598
Si	5.157	5.7016	23.7355
Si	2.7183	7.6425	23.651
Si	7.8895	8.6442	23.8255
Si	1.3351	1.246	24.9152
Si	6.8004	1.3851	25.0128
Si	4.1248	4.1424	25.1974
Si	9.5579	4.0205	25.1839
Si	1.3555	6.7214	25.2839
Si	6.7504	6.9192	25.0231
Si	3.9489	9.4172	24.9434
Si	9.553	9.6477	25.1165
Si	2.7069	-0.0549	26.3693
Si	8.1793	0.0618	26.4661
Si	0.0529	2.6536	26.4499
Si	5.4958	2.7295	26.4603
Si	2.7716	5.4434	26.5796
Si	8.1552	5.4988	26.4119
Si	-0.0216	8.227	26.4632
Si	5.4134	8.2362	26.4425
Si	4.1018	1.3673	27.8245
Si	9.5708	1.3673	27.8245
Si	1.3673	4.1018	27.8245
Si	6.8362	4.1018	27.8245
Si	4.1018	6.8362	27.8245
Si	9.5708	6.8362	27.8245
Si	1.3673	9.5708	27.8245
Si	6.8362	9.5708	27.8245
Si	0	0	29.1918
Si	5.469	0	29.1918
Si	2.7345	2.7345	29.1918
Si	8.2035	2.7345	29.1918
Si	0	5.469	29.1918
Si	5.469	5.469	29.1918
Si	2.7345	8.2035	29.1918
Si	8.2035	8.2035	29.1918
Si	1.3673	1.3673	30.559
Si	6.8362	1.3673	30.559
Si	4.1018	4.1018	30.559
Si	9.5708	4.1018	30.559
Si	1.3673	6.8362	30.559
Si	6.8362	6.8362	30.559
Si	4.1018	9.5708	30.559
Si	9.5708	9.5708	30.559
Si	2.7345	0	0.6835
Si	8.2035	0	0.6835
Si	0	2.7345	0.6835
Si	5.469	2.7345	0.6835
Si	2.7345	5.469	0.6835
Si	8.2035	5.469	0.6835
Si	0	8.2035	0.6835
Si	5.469	8.2035	0.6835
Si	4.1018	1.3673	2.0507
Si	9.5708	1.3673	2.0507
Si	1.3673	4.1018	2.0507
Si	6.8362	4.1018	2.0507
Si	4.1018	6.8362	2.0507
Si	9.5708	6.8362	2.0507
Si	1.3673	9.5708	2.0507
Si	6.8362	9.5708	2.0507
Si	0	0	3.418
Si	5.469	0	3.418
Si	2.7345	2.7345	3.418
Si	8.2035	2.7345	3.418
Si	0	5.469	3.418
Si	5.469	5.469	3.418
Si	2.7345	8.2035	3.418
Si	8.2035	8.2035	3.418
Si	1.4762	1.3094	4.7105
Si	6.8568	1.3445	4.8355
Si	4.0466	4.2073	4.844
Si	9.5206	4.1102	4.8351
Si	1.4006	6.7918	4.7848
Si	6.8212	6.7622	4.8853
Si	4.1555	9.5897	4.7584
Si	9.4859	9.6337	4.7086
Si	2.8917	0.0442	6.1645
Si	8.2995	0.0364	6.2723
Si	0.1012	2.6938	5.9494
Si	5.4068	2.7456	6.0988
Si	2.7622	5.6235	6.3952
Si	8.165	5.4012	6.4221
Si	-0.1104	8.1773	5.8882
Si	5.4151	8.228	6.1794
Si	3.8707	1.7552	7.6026
Si	10.2396	0.9968	7.369
Si	1.4894	3.8874	7.4115
Si	6.7948	3.7397	7.6774
Si	3.6628	7.5398	7.7552
Si	9.4992	7.0836	7.5286
Si	1.2982	9.5743	7.0582
Si	7.1578	9.2567	7.4227
O	10.7245	-5.0304	22.5781
N	4.4882	1.9143	20.1426
N	3.8071	6.4587	22.8658
O	9.5283	1.321	23.1839
O	6.665	4.7672	11.6968
O	11.2182	-0.2684	7.8016
O	2.132	6.5295	9.9784
N	2.0534	8.3381	8.0538
O	11.6007	4.1993	8.8006
N	-0.387	6.6616	8.9022
O	11.0219	7.4602	12.6281
O	2.6289	2.7922	7.8564
O	8.9096	6.0382	12.0569
O	4.4775	1.6413	9.159
O	4.8668	4.7676	13.7593
O	1.5465	7.9725	22.4802
O	6.1714	5.0866	22.6081
O	4.8825	11.3926	22.4226
N	10.9001	10.2251	21.8706
O	12.2989	4.0278	23.4377
O	-2.6944	3.4522	22.4091
Si	3.4227	8.8185	19.5335
Si	4.6706	1.5063	16.3329
Si	-1.2462	9.0668	21.2739
Si	6.3845	3.8289	17.1253
Si	5.1786	0.5459	19.2515
Si	9.4998	2.2264	13.1838
Si	4.2885	-3.1017	16.7965
Si	18.398	1.035	11.6393
Si	-3.731	8.1429	14.6715
Si	10.7219	1.3284	18.2911
Si	1.2251	-0.2442	20.7239
Si	11.5888	6.88	21.5742
Si	4.9225	-0.9641	14.7406
Si	8.1163	-0.2953	18.9393
Si	12.0044	11.37	12.9755
Si	8.272	-6.2859	11.4688
Si	3.4543	6.1661	21.1479
Si	-0.35	5.0843	9.7015
Si	1.6411	12.7697	15.771
Si	3.7877	12.3303	21.6484
Si	8.9203	2.5865	9.3482
Si	3.5503	9.8691	11.896
Si	10.4985	5.9335	12.5162
Si	15.9826	3.5882	19.8943
Si	7.3261	4.5332	21.6163
Si	5.0637	4.8062	12.1113
Si	9.1047	6.5045	19.8341
Si	14.4106	-3.7933	10.6933
Si	9.5072	-6.769	17.8932
Si	10.7545	8.8076	11.7374
Si	12.0036	-3.3376	9.2879
Si	-5.6693	5.7763	15.0072
Si	-0.2646	4.0316	15.0983
Si	7.753	-2.0209	11.7968
Si	-5.7149	-8.2239	10.1567
Si	5.5319	8.9264	9.9178
Si	-3.5356	-2.8918	17.5202
O	4.3461	-7.334	11.2385
O	2.9507	8.3623	11.6669
O	12.1315	3.3528	15.3533
O	4.4459	9.7316	13.2305
O	4.1256	4.7938	20.5412
O	24.2552	11.5034	21.538
O	4.0481	-4.4913	15.9148
O	9.2789	0.5744	18.2076
O	4.8129	0.6157	17.6775
O	-0.5755	2.9053	18.4562
O	8.0474	-3.206	16.0254
O	8.7504	8.4279	22.4436
O	8.0469	8.3741	13.3099
O	11.1956	-5.7667	11.24
O	8.507	1.5102	10.4943
O	10.7765	5.1674	13.9277
O	4.5761	10.0699	10.6393
O	5.9617	3.827	9.1427
O	8.7434	-1.0942	20.2065
O	8.2178	1.2256	13.0905
O	3.1564	2.1049	16.3142
O	-0.8606	4.6965	16.4529
O	13.3603	11.0705	12.058
O	4.0426	9.0858	15.7786
O	3.4498	2.7013	22.5467
N	-1.9134	-6.6809	9.8959
O	8.1673	5.778	20.9797
O	0.6151	0.7395	19.5645
O	-6.4294	-0.888	19.719
O	-2.6418	-2.7759	7.9517
O	18.5133	-1.3119	17.8046
O	-6.6372	-4.787	11.6462
O	1.9488	-1.5339	19.9823
N	4.457	7.6706	9.3441
O	6.2727	-5.8839	16.0679
O	7.1187	-0.5274	11.6965
O	-1.7018	8.9389	11.1491
O	6.5621	3.679	20.4742
O	7.9004	2.5506	8.0521
O	6.1043	6.9943	14.3174
O	9.8352	5.3253	18.9899
O	6.6966	9.6692	23.3174
O	0.6663	-13.0839	10.3382
O	0.6963	1.1694	16.9404
O	6.4791	-1.3691	14.9627
O	-4.814	1.8637	11.2402
O	-1.9851	-7.41	12.405
O	12.509	11.7181	14.4999
O	5.9486	2.5136	16.2677
O	3.9549	7.5663	20.4432
O	17.7508	0.5664	19.4468
O	11.1282	10.0048	12.78
O	3.2718	-2.7665	18.029
O	15.7264	11.5548	14.9945
O	6.3509	-1.1777	8.7793
O	10.9327	12.5804	12.5865
O	7.9064	3.812	17.7252
O	10.2499	1.8558	8.7838
O	9.708	2.7533	14.7107
O	6.5986	-2.8077	10.9266
O	5.2392	14.8493	18.3008
O	-5.1405	7.7274	17.4462
O	-2.8272	7.2462	18.7506
N	-0.6027	7.5846	20.5523
O	1.8358	6.0182	20.8302

Results
free energy: -131990.768 eV
free energy less fixed offsets of N -385.13, O -568.88, Si -635.61 eV per atom: -0.958 eV

Forces (eV/angstrom), in the order of the atoms: element, x, y, z
Si	0.0016	0.0218	0.0242
Si	-0.0196	0.0149	-0.02
Si	0.023	-0.0283	-0.0022
Si	-0.0121	0.0102	0.0143
Si	-0.0329	0.0289	0.0262
Si	0.0366	-0.015	0.0265
Si	0.0094	0.0213	0.0078
Si	0.0153	-0.0364	0.0281
Si	-0.005	-0.0099	-0.0188
Si	0.0109	0.0146	0.0005
Si	0.0117	0.002	-0.0185
Si	-0.0074	0.0128	-0.0101
Si	-0.0214	-0.0071	-0.0169
Si	-0.0021	-0.008	-0.0226
Si	-0.0043	-0.0097	-0.02
Si	0.0179	-0.0189	-0.0152
Si	-0.0005	-0.0023	0.0099
Si	-0.0152	0.0049	0.0037
Si	0.001	-0.0009	0.0031
Si	-0.0066	-0.0078	0.0123
Si	0.0078	0.0066	0.0138
Si	-0.0088	-0.0032	-0.0045
Si	-0.011	0.0041	-0.0036
Si	0.0052	0.0061	-0.0025
Si	-0.1036	-0.2738	-0.5043
Si	0.0833	0.1207	0.2351
Si	-0.0064	-0.5675	0.3473
Si	0.058	0.1345	-0.0276
Si	0.3238	0.2998	0.5657
Si	-0.2513	0.0416	-0.2349
Si	-0.0411	0.0638	-0.0798
Si	-0.1967	0.2005	-0.1485
Si	-0.0401	-0.0483	-0.0128
Si	0.0164	-0.0645	0.0006
Si	-0.143	0.0084	0.0198
Si	0.1505	0.0883	-0.0177
Si	-0.0666	-0.1167	-0.0508
Si	0.0162	0.0596	0.0225
Si	0.0357	0.0283	-0.0045
Si	-0.0369	-0.0624	-0.0219
Si	0.0112	-0.0207	-0.0098
Si	-0.0417	0.0695	-0.0267
Si	0.0573	-0.0481	-0.0141
Si	-0.0403	-0.0119	0.0031
Si	0.0126	0.0225	-0.0373
Si	-0.0215	-0.0141	0.0032
Si	-0.018	-0.0169	-0.0029
Si	0.0369	0.0481	-0.0244
Si	-0.0312	-0.0146	0.0474
Si	0.0186	-0.0829	0.0396
Si	0.0151	0.0396	-0.0271
Si	0.0267	-0.034	-0.0208
Si	-0.037	-0.0241	0.0458
Si	0.0333	0.006	0.0508
Si	-0.0156	-0.0058	0.005
Si	-0.0288	0.0639	-0.0325
Si	0.2006	0.2495	-0.0006
Si	0.1394	0.1118	0.0106
Si	-0.1293	-0.1589	0.0173
Si	-0.1022	-0.0969	0.0244
Si	0.1243	0.1243	0.0051
Si	0.0227	0.0204	0.0858
Si	-0.0799	-0.0409	-0.004
Si	-0.1197	-0.1299	-0.0473
Si	0.1368	-0.067	-0.343
Si	0.4842	0.1305	-0.1864
Si	0.386	0.4888	-0.1791
Si	-0.1828	0.008	0.2572
Si	-0.0652	-0.264	0.2414
Si	0.0176	-0.0642	0.2053
Si	0.0264	0.037	0.1304
Si	-0.6525	-0.2341	0.0889
Si	0.0143	0.007	-0.0121
Si	0.0009	-0.0004	-0.0111
Si	-0.011	-0.0193	-0.0124
Si	-0.0018	-0.0061	-0.0036
Si	0.0117	-0.0021	0.0007
Si	-0.0099	0.0033	0.0001
Si	0.0002	0.003	-0.0165
Si	-0.0134	-0.0203	0.0057
Si	0.0059	0.0075	0.0249
Si	0.0326	0.0044	0.0078
Si	-0.0044	-0.0004	0.0092
Si	-0.0199	-0.0113	0.0083
Si	0.0063	0.033	0.0042
Si	-0.0048	0.002	0.0266
Si	-0.0057	0.0149	-0.0026
Si	0.0482	0.0236	-0.0004
Si	-0.0129	-0.0186	-0.0245
Si	-0.0208	-0.0091	-0.0397
Si	-0.024	0.0035	-0.0004
Si	0.0652	0.0196	-0.0284
Si	-0.0462	-0.039	0.0223
Si	0.0007	-0.0023	-0.0212
Si	-0.0229	-0.0053	-0.0121
Si	-0.0202	0.0008	-0.0244
O	-0.0036	0.0056	-0.0141
N	-0.0032	0.0047	0.0011
N	-0.0215	0.0293	0.0218
O	0.0138	-0.0147	-0.0127
O	-0.0035	0.0026	-0.0065
O	0.011	-0.007	0.0054
O	-0.0017	0.0059	0.0029
N	0.0284	-0.0085	-0.0067
O	0.0092	-0.0115	-0.0027
N	-0.0105	0.0095	-0.0116
O	-0.0005	0.0048	-0.0053
O	0.0054	-0.0109	0.015
O	-0.0068	-0.0011	-0.0043
O	-0.0004	0.0022	-0.0016
O	0.0036	-0.0005	-0.0084
O	0.002	-0.0034	-0.0036
O	0.0081	-0.0055	-0.0112
O	0.0096	-0.0103	0.007
N	0.0105	-0.0104	-0.0031
O	0.0161	-0.0074	-0.0263
O	0.0027	0.004	-0.0165
Si	0.0035	0.0037	-0.0048
Si	-0.0029	0.0073	-0.0062
Si	-0.0015	-0.0061	-0.0038
Si	0.0043	0	-0.0002
Si	-0.0025	-0.0015	0.0063
Si	0.0077	0.0067	0.0026
Si	-0.0054	-0.0026	0
Si	0.0124	-0.0155	-0.0018
Si	-0.0003	0.0031	-0.0037
Si	0.0081	0.0033	0.0001
Si	0.009	-0.0001	-0.0019
Si	-0.0112	0.0006	0.0043
Si	0.0009	0.0015	-0.0044
Si	-0.0048	0	-0.0001
Si	-0.0014	0.0014	0.0048
Si	0.0176	-0.0007	0.0073
Si	0.0053	-0.0101	-0.0314
Si	-0.0022	-0.0075	0.0231
Si	0.0072	0.0038	-0.0038
Si	-0.006	-0.0039	-0.0082
Si	-0.0022	-0.0337	-0.0046
Si	0.0046	0.0074	-0.0063
Si	0.008	-0.0048	0.001
Si	0.0042	-0.0076	0.0029
Si	0.0016	0.0086	-0.0021
Si	-0.0062	0.0043	0.0146
Si	-0.006	-0.0112	0.0079
Si	-0.0127	-0.0002	-0.0035
Si	-0.0022	0.0021	-0.0006
Si	0.0017	0.0007	-0.0005
Si	0.0099	0.0013	0.0011
Si	-0.0076	-0.0016	0.0001
Si	0.0058	0.0065	-0.0034
Si	-0.0016	0.0095	0.0005
Si	0.0003	0.0008	0.0195
Si	-0.0073	0.0075	0.0114
Si	-0.0051	-0.0063	-0.0054
O	0.0115	-0.0072	-0.0098
O	-0.0017	-0.0039	-0.0062
O	-0.0024	-0.003	-0.0037
O	0.0021	0.0011	0.0047
O	0.0015	0.0048	-0.0068
O	0.0039	0.0012	-0.0151
O	0.0027	0.0008	-0.0053
O	0.0009	0.0003	-0.006
O	0.0019	-0.0022	-0.0069
O	0.0001	-0.003	-0.0047
O	0.001	0.0005	-0.0035
O	0.0071	-0.0035	-0.0157
O	-0.0015	0.0019	-0.0053
O	-0.0063	-0.0032	-0.004
O	-0.0007	0.0192	-0.0256
O	-0.0048	-0.0048	-0.0011
O	-0.0021	0.0021	0.0024
O	-0.0017	-0.0098	0.0121
O	-0.0013	0.0029	-0.0129
O	-0.0017	-0.0045	0.0049
O	0.0012	-0.0027	-0.005
O	-0.0023	-0.0026	-0.0011
O	0.0036	-0.0008	-0.005
O	0.0022	0.0035	-0.0077
O	-0.0021	0.0021	-0.0048
N	-0.0051	0.0018	-0.0127
O	-0.0003	-0.0005	-0.0038
O	-0.0043	0.0049	-0.0128
O	-0.0025	-0.0023	-0.0072
O	-0.0034	-0.0006	0.0183
O	0.0029	0.0018	-0.0029
O	0.0079	-0.0006	-0.0037
O	-0.0015	-0.0035	-0.006
N	0.0204	0.0052	-0.004
O	0.0006	0.0015	-0.0045
O	0.0005	0.0003	-0.0034
O	0.0015	-0.0006	-0.0006
O	-0.0015	0.0011	-0.0072
O	0.0029	0.0088	0.0276
O	0.0003	0.0025	-0.0035
O	0.0005	0.004	-0.0069
O	-0.0199	0.0109	-0.0239
O	-0.0027	0.0071	0.0083
O	-0.0033	-0.0011	-0.0012
O	0.0001	-0.0043	-0.0039
O	-0.0169	0.0158	-0.0117
O	-0.0032	0.002	-0.0023
O	0.0001	0.0008	-0.0038
O	-0.0013	-0.0003	0
O	-0.0019	-0.0001	-0.0063
O	0.0028	-0.0003	-0.007
O	-0.0015	-0.0026	-0.0042
O	-0.0003	-0.0011	-0.0044
O	0	-0.0035	-0.0046
O	-0.0005	0.0024	0.0022
O	-0.0033	0.0027	-0.0041
O	0.0019	-0.001	-0.0028
O	-0.0231	0.0196	0.0325
O	-0.0013	-0.0022	-0.0046
O	-0.0028	-0.0076	0.0011
O	-0.002	0.0011	-0.011
O	0.0018	0.0025	-0.0051
O	0.0031	0.0038	-0.0063
N	0.0043	0.003	-0.011
O	-0.0013	0.0048	-0.0064

The program warned: the cutoff lies below the one the program advises for these potential files; the exchange-correlation potential is rough where the density is thin.
